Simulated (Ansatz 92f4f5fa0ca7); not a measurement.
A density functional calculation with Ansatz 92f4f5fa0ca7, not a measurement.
Periodic cell of 273 atoms, Si162O105B6, from a study of silicon, its oxide and their interface. The atomic structure is a simulated model.
Doubt: the cutoff is far below the 930 eV that the study's wrapper takes by default for these files, so forces and energies are approximate.
This geometry differs little from another in the collection (a relaxation step or a small displacement).

Settings
functional: PBE
potential files: Ansatz PAW
basis: plane waves
wave-function cutoff: 580 eV
density cutoff ratio: 5
exchange-correlation grid ratio: 1
k mesh: 1 x 1 x 1, Gamma-centred
self-consistency stop: 5e-08 eV per atom in the density residual
occupations: fixed
spin: none
net charge: 0

Cell vectors (angstrom)
a, 11.6015, 0, 0
b, 0, 13.3963, 0
c, 0, 0, 30.8053

Atoms: element, x, y, z (angstrom)
B, 11.5508, -0.1693, 24.7497
Si, 3.6526, -0.1719, 24.1066
Si, 7.842, -0.1066, 23.9606
Si, 1.9359, 3.0895, 24.3092
Si, 5.9669, 3.4134, 24.1827
Si, 9.9126, 3.2814, 24.0891
B, 11.6199, 6.544, 24.6918
Si, 3.9923, 6.5812, 24.0347
B, 7.8934, 6.6029, 24.719
Si, 1.8332, 9.863, 24.1194
Si, 5.8583, 9.9923, 24.0891
Si, 9.741, 9.7389, 24.1593
Si, 11.6156, 1.8837, 25.0314
Si, 4.0012, 2.144, 24.8768
Si, 7.8867, 2.1627, 24.7519
Si, 1.8176, 5.5032, 24.737
Si, 6.0568, 5.6458, 24.9723
Si, 9.7557, 5.6323, 24.8094
Si, 11.6422, 8.5643, 24.962
Si, 3.8838, 8.8616, 24.7942
Si, 7.7548, 8.6571, 24.8597
Si, 1.6894, 12.1757, 24.9437
Si, 5.8035, 12.2419, 24.805
Si, 9.8179, 12.1512, 24.7579
Si, 11.6161, 2.1499, 27.359
Si, 3.93, 2.1571, 27.2481
Si, 7.7903, 2.1808, 27.1693
Si, 1.9433, 5.5239, 27.1735
Si, 5.8253, 5.5514, 27.3154
Si, 9.682, 5.5316, 27.2467
Si, 11.6116, 8.8481, 27.3115
Si, 3.8779, 8.8748, 27.2006
Si, 7.7353, 8.8732, 27.2487
Si, 1.9131, 12.1961, 27.3064
Si, 5.8065, 12.2674, 27.1988
Si, 9.6821, 12.2152, 27.1953
Si, 1.9771, 1.0524, 28.0552
Si, 5.8613, 1.0857, 28.0404
Si, 9.6682, 1.0465, 28.0527
Si, 11.6228, 4.4207, 28.0323
Si, 3.872, 4.4116, 28.0201
Si, 7.7552, 4.4057, 28.0362
Si, 1.9581, 7.7428, 28.0386
Si, 5.8042, 7.7873, 28.0567
Si, 9.6638, 7.7565, 28.0564
Si, 11.5829, 11.099, 28.0591
Si, 3.8884, 11.1137, 28.0213
Si, 7.732, 11.1295, 28.0082
Si, 1.9336, 1.1164, 30.4104
Si, 5.8008, 1.1164, 30.4104
Si, 9.6679, 1.1164, 30.4104
Si, 0, 4.4654, 30.4104
Si, 3.8672, 4.4654, 30.4104
Si, 7.7343, 4.4654, 30.4104
Si, 1.9336, 7.8145, 30.4104
Si, 5.8008, 7.8145, 30.4104
Si, 9.6679, 7.8145, 30.4104
Si, 0, 11.1635, 30.4104
Si, 3.8672, 11.1635, 30.4104
Si, 7.7343, 11.1635, 30.4104
Si, 0, 0, 0.3944
Si, 3.8672, 0, 0.3944
Si, 7.7343, 0, 0.3944
Si, 1.9336, 3.3491, 0.3944
Si, 5.8008, 3.3491, 0.3944
Si, 9.6679, 3.3491, 0.3944
Si, 0, 6.6981, 0.3944
Si, 3.8672, 6.6981, 0.3944
Si, 7.7343, 6.6981, 0.3944
Si, 1.9336, 10.0472, 0.3944
Si, 5.8008, 10.0472, 0.3944
Si, 9.6679, 10.0472, 0.3944
Si, 11.5859, 0.0594, 2.7264
Si, 3.8943, 0.0518, 2.7469
Si, 7.7043, 0.07, 2.7542
Si, 1.9434, 3.4182, 2.743
Si, 5.7754, 3.4162, 2.7653
Si, 9.6328, 3.4284, 2.7667
Si, 11.5759, 6.6951, 2.761
Si, 3.872, 6.7473, 2.7747
Si, 7.7321, 6.7597, 2.8284
Si, 1.9329, 10.0413, 2.7263
Si, 5.8111, 10.1042, 2.8012
Si, 9.6386, 10.1016, 2.7668
Si, 11.5925, 2.322, 3.4404
Si, 3.8553, 2.2882, 3.575
Si, 7.6945, 2.3074, 3.5639
Si, 1.9341, 5.6362, 3.5666
Si, 5.7836, 5.6357, 3.6112
Si, 9.655, 5.6294, 3.6831
Si, 11.5756, 8.9368, 3.4579
Si, 3.8717, 8.9833, 3.5753
Si, 7.7355, 9.0065, 3.6716
Si, 1.9363, 12.3042, 3.3558
Si, 5.8063, 12.3505, 3.6161
Si, 9.6403, 12.3693, 3.5107
Si, 11.565, 2.6142, 5.769
Si, 3.9398, 2.4208, 6.0269
Si, 7.494, 2.2729, 5.9703
Si, 1.931, 5.48, 6.0006
Si, 5.5641, 5.5889, 6.0139
Si, 9.7668, 5.5821, 6.1558
Si, 11.6115, 8.9358, 5.7848
Si, 3.8469, 9.0779, 5.9529
Si, 7.738, 9.0934, 6.0988
Si, 1.9118, 12.4197, 5.6456
Si, 5.7728, 12.6452, 6.0276
Si, 9.6776, 12.5012, 5.859
Si, 1.8258, 1.248, 6.4412
B, 5.6961, 1.3105, 6.139
Si, 9.6486, 1.4231, 6.5773
B, 11.6283, 4.6182, 6.1194
B, 3.7845, 4.4928, 6.142
Si, 7.562, 4.501, 6.8715
Si, 1.9279, 7.8421, 6.6863
Si, 5.747, 7.9091, 6.7528
Si, 9.7355, 7.936, 6.8434
Si, 11.599, 11.2309, 6.361
Si, 3.8042, 11.406, 6.6071
Si, 7.7672, 11.489, 6.8381
O, 1.3521, 0.7507, 7.9585
O, 3.5025, 11.5262, 8.2559
O, 7.317, 4.444, 8.5553
O, 9.9886, 8.1768, 8.5089
O, 5.723, 7.9159, 8.4357
O, 1.7779, 7.9539, 8.3477
O, 9.8157, 1.8032, 8.1947
O, -0.0519, 11.0672, 7.9913
O, 7.9872, 11.7434, 8.4828
O, 5.8934, 10.3096, 22.4387
O, 3.113, 12.9213, 22.525
O, 6.0039, 3.8152, 22.562
O, 1.9297, 2.568, 22.7361
O, 10.3162, 3.2914, 22.4502
O, 7.913, -0.1699, 22.2749
O, 1.6416, 9.6799, 22.4595
O, 4.2696, 6.4557, 22.3837
O, 9.7178, 9.4371, 22.5181
Si, 3.0844, 9.7189, 14.1453
Si, 10.7232, 7.0594, 19.1076
Si, 5.4305, 12.9277, 16.6623
Si, 7.3555, 5.3272, 9.9352
Si, 8.9946, 8.0546, 9.8098
Si, 8.7942, 4.6728, 19.4031
Si, 2.0612, 2.4607, 21.1436
Si, 11.3843, 9.8797, 19.018
Si, 3.5325, 0.09, 11.2836
Si, 5.2514, 2.3946, 15.5193
Si, 10.7805, 12.1297, 16.9587
Si, 8.1012, 3.0373, 16.8833
Si, 4.185, 6.9884, 20.8376
Si, 6.0525, 1.3994, 12.6206
Si, 6.7028, 8.7193, 19.7482
Si, 11.5848, 11.0401, 9.59
Si, 8.2259, 0.76, 20.9667
Si, 3.9757, 4.1776, 19.6679
Si, 8.4387, 3.2014, 11.7696
Si, 0.1803, 6.3198, 14.2523
Si, 3.1336, 8.829, 17.0369
Si, 8.7048, 11.9805, 9.9281
Si, 4.0131, 10.8647, 9.6546
Si, 10.0474, 1.4526, 9.7622
Si, 5.447, 6.7347, 11.73
Si, 1.4745, 0.5503, 16.4452
Si, 5.9074, 10.6443, 14.7548
Si, 1.7085, 12.587, 13.6623
Si, 8.1994, 0.0924, 17.9814
Si, 1.2844, 6.3045, 17.1723
Si, 6.1836, 8.8856, 9.6779
Si, 1.8153, 8.6254, 9.8273
Si, 7.449, 6.9067, 14.2051
Si, 6.2809, 8.44, 16.7049
Si, 2.3074, 9.389, 20.9982
Si, 1.2602, 0.4579, 9.5403
Si, 9.423, 4.3584, 14.4479
Si, 7.7015, 12.1327, 12.78
Si, 9.7867, 8.4512, 12.8945
Si, 2.8114, 3.457, 16.8564
Si, 10.4621, 11.4682, 13.8454
Si, 9.6209, 8.9515, 20.9893
Si, 3.1397, 11.8415, 18.2073
Si, 5.2168, 10.8384, 21.0498
Si, 3.4886, -0.2954, 20.9343
Si, 6.6292, 3.5624, 21.0912
Si, 10.5752, 2.6281, 20.9718
Si, 2.4333, 7.2049, 12.3766
O, 10.0228, 3.6867, 19.8505
O, 6.6356, 2.9843, 16.1595
O, 9.8087, 1.1809, 20.9065
O, 4.8512, 1.0113, 16.3001
O, 3.7039, 10.232, 20.9458
O, 11.5359, 0.187, 16.8622
O, 5.8649, 5.6688, 10.5433
O, 1.859, 2.1045, 16.8093
O, 7.696, 4.7349, 20.6367
O, 9.1828, 13.5222, 10.0671
O, 3.953, 3.3852, 15.6752
O, 2.5227, 11.2238, 13.9923
O, 0.5327, 2.2989, 20.5885
O, 2.72, 3.8559, 20.6483
O, 2.5426, 9.1507, 15.5636
O, 8.5753, 1.6085, 17.5118
O, 4.6973, 12.2627, 17.9524
O, 2.303, 7.5298, 17.5753
O, 7.9938, 4.0961, 18.1111
O, 6.9914, 10.9146, 13.5868
O, 8.3485, 8.136, 13.6083
O, 1.7404, 7.4035, 10.9077
O, 3.1048, 1.2785, 20.654
O, 10.5854, 11.4565, 15.4789
O, 8.1373, 4.6779, 11.1975
O, 1.173, 9.7279, 19.875
O, 6.8671, 13.4819, 13.1003
O, 10.6099, 7.6329, 20.6744
O, 2.4983, 13.3874, 12.5136
O, 6.3017, 6.544, 13.1067
O, 2.7231, 0.8796, 10.1129
O, 5.7201, 8.2224, 11.0976
O, 6.9863, 8.3273, 18.1785
O, 5.5502, 7.8, 20.4553
O, 2.5568, 8.7157, 12.9912
O, 10.2444, 9.9712, 13.2434
O, 1.9615, 4.8536, 16.7962
O, 4.7186, 9.7248, 14.1146
O, 9.261, 3.5362, 15.8462
O, 5.4793, 2.1735, 13.9263
O, 7.702, 11.7364, 11.195
O, 5.2372, 12.0191, 15.3204
O, 11.6324, 1.3466, 10.1219
O, 3.8919, 6.5177, 12.1463
O, 2.7964, 7.8502, 20.7411
O, 4.6783, 8.3316, 16.9691
O, 5.0333, 12.4817, 20.8996
O, 3.0114, 10.2216, 17.9195
O, 9.38, 12.4259, 17.6953
O, 0.9371, 12.3068, 10.0008
O, 10.9016, 7.4729, 13.5361
O, 9.0703, 3.3049, 13.2581
O, 1.5655, 6.2268, 13.3682
O, 6.9911, 12.9983, 17.0331
O, 6.7892, 7.2869, 15.6601
O, 0.466, 6.7211, 15.8144
O, 7.0515, 2.3532, 11.7695
O, 10.9159, 8.4726, 18.2595
O, 10.0556, 11.085, 10.1476
O, 8.3807, 5.6037, 14.4491
O, 0.3364, 6.1177, 18.5171
O, 2.6883, 12.3078, 19.7234
O, 6.1656, 10.2723, 19.8425
O, 7.7968, 9.1631, 9.6828
O, 7.8346, 13.4108, 19.5727
O, 6.6283, 9.8776, 16.0056
O, 0.5819, 9.6404, 10.1377
O, 11.5795, 11.0465, 17.9019
O, 4.1101, 5.7965, 19.7257
O, 7.3637, 2.125, 21.0957
O, 4.8348, 0.9793, 11.637
O, 2.3347, 12.7713, 17.1621
O, 8.2409, 6.6359, 9.598
O, 10.955, 4.9024, 14.2478
O, 9.2028, 12.3824, 13.3633
O, 1.6585, 0.2915, 14.8558
O, 10.163, 10.2028, 20.0647
O, 3.9753, 11.9816, 10.8315
O, 8.0899, 8.55, 20.5868
O, 9.5258, 2.6053, 10.746
O, 0.2015, 12.1502, 13.2139
O, 9.7074, 8.184, 11.2718
O, 5.5513, 10.3689, 9.4841
O, 5.3873, 3.4877, 20.0605
O, 9.3724, 6.1399, 18.9677
O, 3.6551, 3.5156, 18.234
O, 3.1712, 9.5184, 10.0183

Results
free energy: -163629.928 eV
free energy less fixed offsets of B -154.04, O -568.88, Si -635.61 eV per atom: -4.468 eV

Forces (eV/angstrom), in the order of the atoms: element, x, y, z
B, -0.0112, 0.0282, -0.0036
Si, 0.0121, -0.0007, -0.0063
Si, -0.0014, -0.0023, -0.0008
Si, -0.0003, -0.0079, 0.0076
Si, -0.005, -0.0098, 0.0063
Si, -0.0057, -0.0237, 0.0063
B, -0.05, -0.0393, 0.0011
Si, 0.0062, 0.015, 0.0038
B, -0.032, -0.0113, 0.0011
Si, 0.0103, -0.0074, -0.0008
Si, -0.0163, -0.0035, -0.0018
Si, -0.0102, 0.0063, -0.0007
Si, 0.0204, -0.0164, 0.0086
Si, -0.0046, 0.0085, 0.0106
Si, -0.0079, 0.0116, 0.0021
Si, 0.015, -0.0159, -0.0005
Si, 0.0087, -0.0089, 0.0071
Si, 0.06, 0.0207, 0.0025
Si, 0.0033, 0.0323, 0.0031
Si, -0.0037, 0.0041, 0.0034
Si, 0.0172, 0.0175, 0.0009
Si, 0.0114, 0.0062, 0.0107
Si, -0.0016, 0.0044, 0.0066
Si, -0.0007, -0.005, 0.0002
Si, -0.0025, 0.0066, -0.0016
Si, -0.0021, 0.0024, -0.0015
Si, 0.0047, 0.0024, 0.0006
Si, -0.004, 0.0027, 0.0103
Si, -0.0025, 0.0022, -0.0002
Si, -0.004, -0.0022, 0.0118
Si, 0.0036, -0.0013, 0.011
Si, 0.0039, -0.0006, 0.0007
Si, 0.0007, 0.0001, 0.0108
Si, 0.0001, -0.0049, 0.0088
Si, 0.0018, -0.0027, 0.0027
Si, 0.0029, 0.0045, 0.0093
Si, 0.0011, 0.0023, 0.0023
Si, -0.0015, 0.0016, 0.0043
Si, 0.0006, -0.0028, 0.005
Si, -0.0011, -0.0042, -0.0037
Si, 0.0027, -0.0047, -0.0018
Si, 0.0047, -0.0004, 0.0017
Si, -0.0015, -0.002, -0.001
Si, -0.0046, -0.001, 0.0002
Si, -0.0027, -0.0053, -0.0083
Si, -0.0013, 0.0053, -0.0028
Si, -0.0028, 0.001, 0.0027
Si, -0.0018, 0.0031, -0.0016
Si, 0.1136, -0.1113, 0.1198
Si, 0.1544, -0.1086, -0.0962
Si, -0.0983, -0.2084, 0.0767
Si, 0.0194, 0.0157, -0.0412
Si, -0.0479, -0.0788, -0.1896
Si, 0.1212, -0.1754, -0.0387
Si, 0.1249, -0.1078, -0.0442
Si, -0.0434, 0.0091, 0.1854
Si, -0.0451, -0.0985, 0.1536
Si, -0.099, -0.1268, 0.1686
Si, 0.0455, -0.1164, -0.0971
Si, 0.0327, -0.0766, -0.205
Si, -0.1103, 0.1605, -0.338
Si, 0.1423, 0.2087, -0.1487
Si, -0.1098, 0.1805, 0.0113
Si, 0.1387, 0.108, -0.1852
Si, -0.0509, 0.0956, -0.0396
Si, -0.1758, 0.2092, -0.0132
Si, -0.0452, -0.1229, -0.039
Si, -0.037, 0.0811, 0.1074
Si, 0.0312, 0.1168, 0.3734
Si, 0.0411, -0.089, -0.3386
Si, 0.0538, 0.1174, 0.2567
Si, -0.1086, 0.0985, 0.0569
Si, 0.0008, -0.0016, 0.0033
Si, -0.0021, -0.0011, 0.0078
Si, 0.001, 0.0005, 0.0027
Si, 0.0023, 0.0008, 0.0145
Si, -0.0058, -0.0004, 0.0114
Si, -0.0028, -0.0002, 0.0048
Si, -0.0046, -0.0023, 0.0045
Si, -0.0116, 0.0008, 0.0058
Si, 0.0038, 0.0055, 0.0063
Si, 0.0012, 0.0007, -0.0004
Si, -0.0007, -0.0007, 0.0026
Si, -0.0005, -0.0024, -0.0007
Si, 0.0013, 0.0009, -0.0139
Si, -0.0001, 0.0072, -0.023
Si, 0.0056, 0.0024, -0.007
Si, 0.0146, 0.0046, -0.02
Si, -0.0011, -0.0054, -0.0121
Si, 0.005, 0.0013, -0.0076
Si, -0.0005, 0.001, -0.0021
Si, -0.0012, -0.0036, -0.0013
Si, 0.0011, -0.0035, -0.0004
Si, 0.0028, -0.0017, 0.0003
Si, 0.0004, -0.0015, -0.0069
Si, -0.0003, 0.0013, -0.0022
Si, 0.0008, -0.0084, 0.004
Si, 0.0244, -0.0367, 0.0049
Si, -0.0107, -0.0064, -0.0034
Si, -0.0527, -0.0103, 0.0053
Si, 0.0087, 0.0163, 0.0017
Si, -0.0116, 0.0024, 0.0011
Si, -0.0003, -0.0166, -0.0009
Si, -0.0013, -0.0118, 0.0014
Si, 0.0028, -0.0096, 0.0033
Si, 0.0008, 0.0046, -0.0034
Si, -0.0007, -0.0061, -0.001
Si, -0.0043, -0.0029, 0.0004
Si, -0.01, -0.012, -0.0031
B, -0.0077, 0.0176, 0.0093
Si, 0.001, 0.0015, -0.0004
B, 0.0387, 0.0183, 0.0094
B, -0.0072, 0.0137, -0.0034
Si, 0.0181, -0.0106, -0.0019
Si, 0.0075, 0.0278, -0.0098
Si, -0.0015, 0.0209, -0.0056
Si, -0.0088, 0.0162, -0.0063
Si, 0.005, 0.0095, 0.0044
Si, -0.007, -0.0032, 0.0014
Si, 0.0034, -0.007, 0.0002
O, -0.0009, 0.0021, 0.0007
O, 0.0001, 0.003, 0.0024
O, -0.0057, 0.005, -0.0006
O, -0.0003, -0.0036, 0.0045
O, 0.0009, -0.005, 0.0048
O, -0.003, -0.0073, 0.0096
O, -0.0006, -0.0025, -0.0023
O, 0, -0.0011, 0.0042
O, -0.0004, 0.0041, 0.0034
O, 0.0026, -0.0003, 0.0035
O, -0.0074, -0.0035, -0.0101
O, 0.0029, 0.0024, -0.004
O, -0.0005, 0.0003, -0.0059
O, -0.0022, 0.0068, 0.0045
O, 0.0021, 0.0023, -0.0002
O, -0.0027, -0.0008, 0.0023
O, -0.0033, -0.0037, 0.0011
O, 0.0005, -0.0035, -0.0017
Si, -0.0008, 0.0006, 0.0011
Si, -0.0001, 0.0011, -0.0011
Si, -0.0001, -0.0005, 0.0019
Si, -0.0023, 0.0022, 0.0024
Si, 0.0014, 0.0021, -0.0036
Si, -0.0008, 0.0008, -0.0025
Si, 0.0019, -0.0012, 0.0043
Si, 0, 0.0006, 0.0007
Si, -0.0001, -0.0014, -0.0008
Si, 0.0001, -0.0003, 0.0018
Si, -0.0003, 0.0003, 0.0013
Si, -0.0002, 0.0002, 0.0006
Si, -0.0001, 0, -0.0036
Si, -0.0025, 0.0004, 0.0004
Si, -0.0001, 0.0015, -0.0011
Si, -0.0002, -0.0001, -0.0042
Si, -0.0039, -0.0024, 0.0012
Si, -0.0007, -0.0007, -0.0005
Si, -0.0011, -0.0006, 0.0021
Si, -0.0002, 0.0007, 0.0013
Si, -0.0005, 0.0015, 0
Si, -0.0002, 0.0011, -0.0045
Si, 0.0017, 0.0013, -0.0024
Si, -0.0004, -0.0034, 0.002
Si, -0.0002, 0.0018, -0.0001
Si, 0.0012, 0.0001, 0.0012
Si, 0, 0.0013, 0.0007
Si, 0.001, 0.0009, -0.0012
Si, -0.0004, 0.0002, 0.0003
Si, -0.0004, -0.0004, 0.0007
Si, -0.0017, 0.002, -0.0036
Si, -0.0004, 0.0013, -0.0034
Si, -0.0011, 0.0003, 0.0007
Si, 0.0006, 0.0004, 0.0014
Si, 0.0012, 0.0021, -0.0016
Si, -0.0007, -0.002, 0.002
Si, -0.0014, -0.0006, 0.0015
Si, -0.0002, 0.0001, -0.0001
Si, 0, 0.0007, -0.0013
Si, 0.0003, -0.0007, 0.0016
Si, -0.001, 0.0003, -0.0004
Si, -0.0011, 0.0016, 0.0017
Si, -0.0004, 0.0012, 0.0019
Si, -0.0003, 0.0043, -0.0017
Si, 0.0002, 0.0005, 0.0066
Si, -0.0014, -0.0018, 0.0015
Si, 0.0023, -0.0019, -0.0033
Si, -0.0004, 0.0014, -0.0006
O, 0.0001, 0.0003, 0.0038
O, 0.0002, 0.0003, 0.0019
O, 0.0017, 0.0019, 0.0046
O, 0.0004, 0.0004, 0.0021
O, -0.001, -0.0021, 0.0054
O, -0.0026, -0.001, 0.0017
O, 0, -0.0009, 0.0016
O, -0.0009, 0.0001, 0.0017
O, 0.0002, 0.0001, 0.004
O, -0.0008, 0.0008, -0.0008
O, 0, 0.0003, 0.0018
O, -0.0005, 0.0008, 0.0005
O, -0.0041, 0.0004, 0.0037
O, 0.0012, 0.0019, 0.0024
O, -0.0003, 0.0001, 0.0015
O, 0.0001, -0.0001, 0.0027
O, 0.0005, -0.0001, 0.0014
O, -0.0004, 0.0003, 0.002
O, -0.0004, -0.0002, 0.0018
O, -0.001, -0.0005, 0.0018
O, -0.0004, -0.0003, 0.0012
O, 0.0001, -0.0015, 0.0034
O, -0.0011, 0.0021, 0.0025
O, -0.0013, 0.0004, 0.0026
O, -0.0002, 0.0009, 0.0006
O, -0.0004, -0.0005, 0.0032
O, 0.0002, -0.0005, 0.0017
O, 0.0005, -0.0007, 0.0036
O, -0.0037, -0.0014, 0.0044
O, 0.0001, 0.0001, 0.002
O, 0.0016, 0.001, 0.0025
O, -0.0014, -0.0024, 0.0034
O, -0.0005, -0.0002, 0.0015
O, -0.0008, -0.0009, 0.0044
O, 0.0003, -0.0004, 0.0028
O, -0.0007, 0.0003, 0.0013
O, -0.0006, 0.0008, 0.0018
O, 0.0003, -0.0001, 0.0013
O, -0.0001, 0.0003, 0.0012
O, -0.0001, 0.0001, 0.0019
O, -0.0003, 0.0011, 0.0031
O, 0.0006, -0.0005, 0.0018
O, -0.0015, 0.0024, 0.0013
O, -0.0008, -0.0004, 0.0012
O, -0.0003, 0, 0.0043
O, -0.0009, 0.0004, 0.0023
O, 0.002, -0.0027, 0.0042
O, -0.0004, -0.0015, 0.0017
O, 0.0018, 0.0001, 0.0022
O, 0.0006, 0.0017, 0.0011
O, 0.0001, -0.0005, 0.0021
O, -0.0002, 0.0003, 0.0021
O, -0.0014, -0.0002, 0.0017
O, -0.0001, 0.0002, 0.0025
O, -0.0002, 0.0001, 0.0009
O, -0.0003, 0, 0.0014
O, -0.0014, 0.0005, 0.0016
O, 0.0001, -0.0006, 0.0027
O, -0.0011, -0.0002, 0.002
O, 0, 0, 0.0012
O, -0.0002, 0.0002, 0.0023
O, 0, -0.0024, 0.0001
O, -0.0004, -0.0011, 0.0049
O, 0.0012, -0.0009, 0.003
O, 0.0001, 0.0003, 0.0021
O, 0, -0.0002, 0.0017
O, 0.0001, -0.0006, 0.0011
O, -0.001, 0.0003, 0.0022
O, -0.0002, 0.0001, 0.0047
O, -0.0005, 0.0014, 0.0032
O, 0.0006, 0.0012, 0.0021
O, -0.0002, -0.0003, 0.0028
O, 0, -0.001, 0.002
O, -0.0003, 0.0002, 0.001
O, -0.0003, -0.0004, 0.0015
O, 0.0008, -0.0008, 0.0001
O, 0.0004, -0.0006, 0.0034
O, -0.0004, 0.0036, 0.0028
O, 0.0004, 0.0001, 0.0033
O, -0.0004, 0.0002, 0.0006
O, 0.0017, 0.0004, 0.0038
O, -0.0002, 0.0007, 0.0037
O, -0.0001, -0.0011, 0.0027
O, 0.0005, 0.0001, 0.004
O, 0.0002, 0, 0.0038
O, -0.0009, -0.0001, 0.0017
O, -0.0018, -0.0016, 0.0023

The program warned: the cutoff lies below the one the program advises for these potential files; the forces do not sum to zero within the program's tolerance; the exchange-correlation potential is rough where the density is thin.
